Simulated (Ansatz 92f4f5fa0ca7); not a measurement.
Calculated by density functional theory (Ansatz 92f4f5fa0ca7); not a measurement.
Periodic cell of 442 atoms, Si288O154, from a study of silicon, its oxide and their interface. The atomic structure is a simulated model.
Doubt: the cutoff is far below the 930 eV that the study's wrapper takes by default for these files, so forces and energies are approximate.
This geometry differs little from another in the collection (a relaxation step or a small displacement).

Settings
functional: PBE
potential files: Ansatz PAW
basis: plane waves
wave-function cutoff: 580 eV
density cutoff ratio: 5
exchange-correlation grid ratio: 1
k mesh: 1 x 1 x 1, Gamma-centred
self-consistency stop: 5e-08 eV per atom in the density residual
occupations: fixed
spin: none
net charge: 0

Cell vectors (angstrom)
a 15.4687 0 0
b 0 15.4687 0
c -6.1556 -0.6859 33.5426

Atoms and the computed forces on them: element, x, y, z (angstrom), force x, y, z (eV/angstrom)
Si -6.189 -0.995 24.606 -0.003 0.01 -0.011
Si -6.094 3.552 24.799 -0.005 -0.008 -0.039
Si -6.107 6.681 24.689 0.007 -0.023 -0.019
Si -6.12 -4.128 24.789 0.003 0.004 -0.024
Si -2.287 -1.27 24.78 -0.001 0.043 0
Si -2.152 3.414 24.785 -0.003 0.001 -0.005
Si -2.274 6.568 24.659 -0.012 0.005 -0.034
Si -2.439 -3.762 24.543 0.006 -0.027 -0.018
Si 1.494 -0.35 24.758 -0.003 0.007 -0.02
Si 1.584 2.824 24.686 -0.002 -0.006 -0.017
Si 1.524 7.412 24.76 -0.006 -0.006 -0.012
Si 1.655 -4.891 24.732 0.013 0.008 -0.011
Si -10.09 -1.057 24.732 0.004 -0.004 -0.01
Si -9.866 3.476 24.658 0.009 -0.013 -0.014
Si -10.09 6.636 24.663 0.002 -0.012 -0.02
Si -10.149 -4.211 24.72 0.002 0.016 -0.008
Si -4.25 -0.708 25.983 -0.004 -0.007 0.001
Si -4.143 3.214 26.056 0.013 0.018 0.007
Si -4.184 6.995 26.007 0.006 -0.018 0.009
Si -4.171 -4.406 26.056 -0.008 0.003 0.008
Si -0.41 -0.705 26.102 0.013 0.015 0.005
Si -0.264 3.19 26.125 -0.003 0.002 0.003
Si -0.404 7.072 26.04 0.003 -0.003 0.014
Si -0.448 -4.486 25.798 0.004 -0.012 0.007
Si 3.454 -0.715 26.049 -0.001 -0.001 0.006
Si 3.588 3.122 25.919 -0.008 -0.003 0.007
Si 3.488 6.99 26.026 -0.004 0.001 0.012
Si 3.492 -4.586 26.157 0.004 -0.002 0.005
Si -8.108 -0.709 25.983 -0.002 -0.021 0.005
Si -8.03 3.253 26.098 -0.005 0.016 0.007
Si -8.104 7.03 25.937 -0.002 -0.01 0.008
Si -8.134 -4.507 25.971 -0.014 0.015 0.011
Si -4.222 1.243 27.35 0.001 -0.004 -0.001
Si -4.184 5.124 27.459 -0.008 0.002 -0.017
Si -4.189 9.01 27.297 -0.001 0.009 0.003
Si -4.242 -2.554 27.482 -0.018 0.004 -0.009
Si -0.399 1.244 27.449 0.016 -0.011 -0.01
Si -0.295 5.15 27.437 -0.004 -0.006 -0.004
Si -0.444 9.064 27.302 0.012 0.006 0
Si -0.333 -2.669 27.376 0.007 -0.006 0.018
Si 3.549 1.237 27.375 -0.01 0.007 -0.008
Si 3.488 5.044 27.36 0.009 0.002 -0.004
Si 3.561 8.915 27.432 -0.012 0.006 -0.009
Si 3.447 -2.624 27.455 0.006 -0.001 -0.012
Si -8.088 1.244 27.348 0.001 -0.002 0.01
Si -8.08 5.175 27.443 0.006 0.002 -0.011
Si -8.094 8.987 27.3 -0.003 -0.004 -0.002
Si -8.109 -2.613 27.41 0.002 0.008 -0.015
Si -6.159 1.243 28.726 0.009 0.002 -0.001
Si -6.142 5.132 28.791 0.004 0.004 0.008
Si -6.145 8.991 28.675 0.009 -0.001 0.001
Si -6.188 -2.614 28.799 0.01 0.002 0.004
Si -2.326 1.256 28.784 -0.005 -0.001 0.009
Si -2.248 5.132 28.787 0.008 0 0.006
Si -2.307 9.016 28.743 -0.01 -0.003 0.008
Si -2.269 -2.599 28.764 0.005 -0.003 0.007
Si 1.59 1.235 28.744 -0.007 0.001 -0.004
Si 1.61 5.102 28.793 0.002 0.002 0.006
Si 1.542 8.98 28.693 -0.003 -0.002 -0.005
Si 1.545 -2.649 28.809 -0.015 0.006 0.004
Si -10.005 1.245 28.752 0.012 -0.001 0.003
Si -10.042 5.115 28.749 -0.005 0.001 0.003
Si 5.49 8.964 28.766 0.003 -0.002 0.003
Si -10.044 -2.61 28.765 -0.013 -0.005 0.002
Si -6.16 -0.671 30.131 -0.003 -0.005 -0.002
Si -6.157 3.176 30.12 -0.005 -0.003 -0.005
Si -6.148 7.08 30.115 0 -0.001 -0.005
Si -6.157 -4.571 30.114 0 0.001 -0.002
Si -2.283 -0.68 30.137 0.003 0.004 0
Si -2.291 3.194 30.138 0.002 -0.001 0
Si -2.283 7.076 30.125 0.004 0.001 0
Si -2.296 -4.534 30.127 0 0.003 0
Si 1.574 -0.69 30.13 0 0.001 -0.002
Si 1.578 3.162 30.132 -0.003 -0.009 -0.004
Si 1.577 7.06 30.114 0.002 0.007 -0.004
Si 1.576 -4.59 30.129 0.001 -0.004 0
Si -10.022 -0.682 30.129 0.001 0.001 0.002
Si -10.02 3.182 30.119 -0.001 0.005 0.001
Si 5.447 7.037 30.131 0.002 -0.001 0.002
Si -10.02 -4.555 30.121 -0.001 0.003 0
Si 1.928 -0.006 3.421 -0.002 0 -0.003
Si 1.937 3.839 3.417 0.004 -0.003 0
Si 1.942 7.737 3.405 0 -0.003 0.004
Si 1.944 -3.856 3.427 -0.001 0.01 -0.001
Si 5.8 0.025 3.427 0 0.004 0.006
Si 5.795 3.826 3.421 -0.002 -0.005 0.003
Si 5.794 7.752 3.408 -0.001 0.002 0.005
Si 5.8 -3.868 3.417 -0.002 -0.003 0.005
Si 9.669 0.013 3.422 -0.001 -0.001 0.001
Si 9.663 3.857 3.427 -0.002 0.002 0
Si 9.661 7.74 3.405 0 -0.007 0.002
Si 9.657 -3.852 3.439 0.001 0.004 0.003
Si -1.931 0.034 3.427 0 -0.005 0.003
Si -1.928 3.81 3.422 0 -0.002 0.005
Si -1.926 7.731 3.403 -0.002 0.002 0.005
Si -1.935 -3.874 3.405 0.001 -0.001 0.004
Si 1.879 1.908 4.811 -0.006 0.003 -0.006
Si 1.987 5.788 4.734 0.009 0.002 -0.003
Si 1.941 9.666 4.775 0.002 -0.007 -0.003
Si 1.984 -1.918 4.806 0.018 -0.001 -0.008
Si 5.782 1.924 4.87 0.004 0 0.002
Si 5.78 5.789 4.706 0.003 0.005 -0.012
Si 5.798 9.676 4.8 0.001 -0.001 0.008
Si 5.795 -1.919 4.752 -0.001 0 -0.007
Si 9.718 1.928 4.822 0.001 0.001 -0.006
Si 9.619 5.81 4.756 -0.013 0.002 -0.004
Si 9.656 9.657 4.784 0.006 -0.002 -0.001
Si 9.608 -1.896 4.805 -0.015 0.003 -0.004
Si -1.932 1.919 4.9 0 0.003 0.002
Si -1.904 5.765 4.705 -0.002 -0.002 -0.006
Si -1.928 9.661 4.776 -0.001 -0.001 0.005
Si -1.937 -1.92 4.724 0.011 0.001 -0.01
Si 0.008 1.884 6.306 0.002 -0.002 0.01
Si 0.052 5.727 6.033 -0.004 -0.002 0.006
Si 0.011 9.63 6.139 -0.002 0.007 -0.003
Si 0.001 -1.961 6.07 -0.014 -0.002 0.008
Si 3.765 1.884 6.204 0.007 -0.01 0.001
Si 3.91 5.787 6.116 -0.007 -0.008 0.003
Si 3.856 9.698 6.161 0 0.004 -0.003
Si 3.947 -1.865 6.197 0.001 0.002 -0.005
Si 7.797 1.929 6.181 -0.005 0.004 0.008
Si 7.643 5.831 6.102 0.009 -0.002 0.003
Si 7.733 9.661 6.173 -0.004 0.002 0.004
Si 7.644 -1.875 6.192 0.004 0.002 0.01
Si -3.861 1.949 6.312 -0.002 0.004 0.011
Si -3.86 5.769 6.001 0.001 0.002 0.012
Si -3.865 9.643 6.129 -0.001 -0.008 -0.004
Si -3.875 -1.878 6.065 0.009 0.001 0.02
Si 0.06 -0.16 7.598 -0.013 -0.009 -0.01
Si 0.028 3.923 7.575 0.013 0.006 0.002
Si -0.003 7.627 7.399 0.015 -0.012 -0.007
Si 0.043 -3.877 7.454 -0.004 0.011 -0.013
Si 3.88 0.013 7.718 -0.005 0.003 -0.014
Si 3.815 3.856 7.492 -0.021 0.014 -0.004
Si 3.893 7.725 7.469 0.002 -0.004 -0.004
Si 3.897 -3.811 7.53 0.015 0 0.002
Si 7.639 0.049 7.642 0.013 -0.004 -0.013
Si 7.765 3.918 7.47 -0.001 0.001 -0.015
Si 7.643 7.715 7.552 -0.014 0.009 0.003
Si 7.708 -3.847 7.506 0.003 0.002 -0.002
Si -3.863 -0.065 7.614 -0.008 -0.016 -0.002
Si -3.853 4.006 7.572 0.008 0.002 -0.013
Si -3.845 7.641 7.406 0.007 -0.006 -0.005
Si -3.873 -3.826 7.366 -0.001 0.014 0.002
Si 1.964 -0.88 8.881 0.004 0.016 0.003
Si 1.947 4.284 8.953 0.007 -0.011 0.006
Si 1.943 7.431 8.717 0.003 0.02 0.033
Si 1.95 -3.362 8.76 -0.004 -0.052 0.014
Si 5.769 0.923 8.977 0.005 -0.059 0.068
Si 5.792 3.366 8.644 0.008 0.044 -0.003
Si 5.698 8.116 8.962 -0.004 0.002 0.031
Si 5.819 -4.123 8.9 -0.004 0.011 0.026
Si -5.862 -0.436 8.872 0.001 -0.008 0.005
Si -5.834 4.701 8.731 -0.005 -0.034 0.015
Si -5.806 7.164 8.607 0.002 0.052 0.012
Si -5.771 -3.584 8.726 0.005 -0.011 0.007
Si -1.895 -0.56 8.886 0.005 0.002 0.027
Si -1.883 4.608 8.786 0.005 -0.001 -0.007
Si -1.904 7.101 8.671 -0.003 0.028 0.018
Si -1.952 -3.68 8.682 -0.013 -0.009 0.024
Si -4.222 -0.686 31.494 -0.008 -0.008 0.012
Si -4.222 3.181 31.494 -0.059 0.005 0.023
Si -4.222 7.048 31.494 0.023 0.133 -0.037
Si -4.222 -4.553 31.494 -0.067 -0.026 -0.02
Si -0.355 -0.686 31.494 0.029 0.13 0.101
Si -0.355 3.181 31.494 -0.004 -0.093 0.058
Si -0.355 7.048 31.494 0.039 0.068 -0.013
Si -0.355 -4.553 31.494 -0.045 -0.099 -0.008
Si -11.956 -0.686 31.494 -0.012 0.015 0.003
Si -11.956 3.181 31.494 0.039 -0.071 -0.024
Si 3.512 7.048 31.494 -0.043 0.173 -0.037
Si -11.956 -4.553 31.494 0.025 -0.125 -0.032
Si -8.089 -0.686 31.494 -0.025 0.069 0.058
Si -8.089 3.181 31.494 0.003 -0.023 -0.028
Si -8.089 7.048 31.494 0.071 -0.001 -0.042
Si -8.089 -4.553 31.494 0.02 -0.061 -0.048
Si -4.222 1.248 32.861 0.02 -0.013 0
Si -4.222 5.115 32.861 -0.041 -0.043 -0.008
Si -4.222 -6.487 32.861 0.035 0 0.013
Si -4.222 -2.619 32.861 -0.057 0.023 0
Si -0.355 1.248 32.861 0 -0.017 0.027
Si -0.355 5.115 32.861 -0.009 -0.029 -0.018
Si -0.355 -6.487 32.861 -0.007 0.021 0.022
Si -0.355 -2.619 32.861 0.022 0.016 -0.017
Si -11.956 1.248 32.861 -0.006 -0.004 0.013
Si 3.512 5.115 32.861 -0.023 -0.038 -0.021
Si -11.956 -6.487 32.861 0.026 -0.005 0.028
Si 3.512 -2.619 32.861 -0.002 0.036 -0.01
Si -8.089 1.248 32.861 -0.026 -0.013 0.026
Si -8.089 5.115 32.861 0.061 -0.004 -0.009
Si -8.089 -6.487 32.861 -0.042 0.034 0.015
Si -8.089 -2.619 32.861 0.044 -0.006 -0.014
Si 0 1.934 0.686 0.074 0.011 -0.041
Si 0 5.801 0.686 -0.024 0.019 0.019
Si 0 -5.801 0.686 0.049 -0.013 -0.016
Si 0 -1.934 0.686 -0.044 -0.004 0.01
Si 3.867 1.934 0.686 0.005 0.016 -0.047
Si 3.867 5.801 0.686 0.012 0.02 0.021
Si 3.867 -5.801 0.686 -0.008 -0.016 -0.025
Si 3.867 -1.934 0.686 0.006 -0.019 0.019
Si 7.734 1.934 0.686 -0.009 0.01 -0.046
Si 7.734 5.801 0.686 -0.024 0.024 0.026
Si 7.734 -5.801 0.686 -0.005 0.003 -0.023
Si 7.734 -1.934 0.686 -0.006 -0.018 0.024
Si -3.867 1.934 0.686 -0.064 0 -0.031
Si 11.602 5.801 0.686 0.036 0.034 0.009
Si -3.867 -5.801 0.686 -0.042 -0.007 -0.002
Si 11.602 -1.934 0.686 0.034 -0.022 0.001
Si 0 0 2.053 -0.023 0.057 -0.006
Si 0 3.867 2.053 0.044 -0.158 -0.02
Si 0 7.734 2.053 0.066 0.041 -0.124
Si 0 -3.867 2.053 0.086 0.049 0.012
Si 3.867 0 2.053 -0.01 0.141 0.038
Si 3.867 3.867 2.053 -0.007 -0.242 -0.058
Si 3.867 7.734 2.053 0.014 0.106 -0.178
Si 3.867 -3.867 2.053 0.019 -0.049 -0.039
Si 7.734 0 2.053 -0.004 0.187 0.032
Si 7.734 3.867 2.053 -0.02 -0.227 0.023
Si 7.734 7.734 2.053 -0.069 0.07 -0.121
Si 7.734 -3.867 2.053 0.01 -0.02 0.01
Si -3.867 0 2.053 0.027 0.067 0.043
Si -3.867 3.867 2.053 -0.024 -0.126 0.072
Si 11.602 7.734 2.053 -0.004 0.019 -0.065
Si -3.867 -3.867 2.053 -0.128 0.003 0.048
Si -11.411 3.966 18.42 0.01 0 0.002
Si 2.415 3.109 11.896 -0.008 0.025 -0.024
Si 1.595 -5.665 10.869 0.002 -0.028 -0.002
Si -3.854 1.992 15.706 -0.003 0.02 -0.016
Si 5.466 4.073 11.659 0.007 0.002 -0.009
Si 5.381 7.121 12.051 -0.003 0.022 -0.034
Si 3.603 -1.973 13.658 -0.004 -0.009 -0.03
Si 2.996 8.663 13.401 -0.005 0.001 -0.036
Si 9.314 0.784 11.79 0.016 -0.021 -0.029
Si -6.416 3.309 17.133 -0.008 0.012 -0.012
Si -9.403 5.898 19.064 0.005 -0.013 0.012
Si 5.852 -3.335 11.929 0.007 0.002 -0.033
Si -2.152 3.65 10.939 -0.013 -0.004 0.002
Si -3.396 5.595 12.873 -0.006 0.009 -0.02
Si -3.712 8.686 12.726 0.003 0.005 -0.035
Si -3.836 -0.187 13.521 0.004 -0.02 -0.029
Si 6.995 9.556 12.541 0.007 0.01 -0.039
Si -2.079 4.299 15.088 0.001 -0.006 -0.022
Si -1.549 9.43 10.788 -0.009 0.01 -0.031
Si -1.355 0.82 11.746 -0.012 -0.013 -0.023
Si 1.47 0.422 18.72 0.009 0.002 0.008
Si -3.64 0.819 18.335 -0.01 -0.003 0.002
Si -1.495 8.151 16.805 0.002 0.003 -0.016
Si 3.876 -4.591 15.361 0.004 0.002 -0.024
Si -9.115 -0.007 19.828 0.001 -0.005 0.017
Si 4.834 0.526 14.858 -0.009 0.006 -0.016
Si -5.338 2.687 19.999 0.004 0.003 0.012
Si 9.503 9.423 10.789 -0.007 0.02 -0.008
Si -5.077 3.582 11.508 0.013 -0.01 -0.004
Si 0.938 4.175 14.474 0.003 0.004 -0.024
Si 8.092 -3.608 13.94 0.012 0.003 -0.032
Si 6.343 1.279 12.111 -0.002 0.007 -0.006
Si -6.577 6.148 18.088 -0.002 -0.006 0
Si -8.194 0.905 16.919 0.007 0.006 -0.016
Si 1.671 0.014 12.006 0.003 -0.008 0.001
Si -4.566 -2.758 14.801 0.005 -0.008 -0.029
Si -7.748 -2.696 19.138 0.001 0.005 0.007
Si 2.527 2.187 16.294 0.001 0.006 -0.013
Si -0.736 -3.013 20.706 0.016 -0.007 0.006
Si 1.061 7.19 15.473 -0.011 -0.005 -0.016
Si -2.577 7.511 21.652 0.021 -0.048 0.023
Si -2.422 1.049 22.679 -0.008 0.017 0.007
Si -0.076 6.195 20.144 0.003 0.014 0.018
Si -8.622 -4.139 16.583 -0.005 -0.004 -0.011
Si 3.062 -5.011 18.294 -0.009 0.003 0.008
Si -1.332 0.023 20.023 0.005 -0.001 0.027
Si -4.28 5.449 20.036 -0.001 0.002 0.012
Si -5.921 -1.077 17.181 -0.005 -0.002 -0.007
Si -6.606 -6.45 22.804 0.013 0.009 0.015
Si -5.638 1.307 22.588 -0.003 0.01 0.022
Si -6.434 -6.263 17.351 -0.01 -0.005 -0.015
Si -5.998 -4.998 20.241 -0.013 0.008 0.02
Si 1.445 -2.703 22.577 0.009 0.01 0.014
Si 1.03 8.24 18.305 -0.002 0.003 0.001
Si -3.813 -5.661 15.6 0.002 0.01 -0.006
Si 1.885 -2.559 19.605 0.003 -0.006 0.003
Si -1.998 5.421 17.988 0.001 0.007 0.001
Si -11.566 1.402 20.121 -0.001 -0.002 0.013
Si -11.703 5.846 20.557 0.011 -0.004 0.01
Si 1.594 5.161 22.502 -0.003 -0.001 0.008
Si -10.631 8.438 19.778 -0.008 -0.002 0.011
Si -3.113 -4.789 21.459 -0.001 0.02 0.011
Si -9.935 1.2 22.448 -0.007 -0.007 0.002
Si -9.716 8.973 22.713 -0.005 0.006 0.017
O -8.863 0.819 21.244 -0.001 0.005 -0.001
O -10.094 4.862 17.978 -0.003 -0.002 0.008
O 1.892 3.411 10.364 -0.001 0.013 -0.02
O 1.972 5.898 9.378 -0.004 0.005 -0.008
O 1.963 -4.211 10.211 0.012 0.052 -0.017
O 5.677 4.236 10.057 -0.008 -0.003 -0.031
O 5.716 0.776 10.664 -0.013 -0.006 -0.05
O 5.494 7.373 10.429 0.004 0.012 -0.022
O -9.841 -6.449 21.091 0.006 0 0.008
O 5.699 -5.728 9.291 0.007 -0.013 0
O 5.953 -3.205 10.293 0 -0.013 -0.031
O 9.486 0.562 10.182 0 -0.009 -0.001
O 9.646 -2.037 9.362 -0.001 0.035 -0.012
O 4.591 -2.43 12.424 0.004 -0.002 0.018
O -5.109 -0.228 12.504 -0.02 0.016 0.013
O -5.71 7.999 10.046 -0.001 -0.032 -0.019
O -1.834 0.278 10.291 -0.006 -0.02 -0.022
O -6.499 4.943 16.965 0.002 0.003 0.019
O -1.781 7.97 10.089 -0.001 -0.031 -0.01
O -1.932 -2.158 9.351 0.002 0.017 -0.016
O 1.937 -0.456 10.476 0.005 0.019 -0.001
O 1.05 7.216 19.57 -0.002 -0.004 -0.007
O -1.242 7.094 20.83 -0.02 0.005 -0.005
O 1.813 1.062 17.253 -0.002 -0.004 0.006
O -5.89 -5.671 18.768 0.009 0.005 0.005
O -1.873 4.453 16.693 -0.002 -0.007 0.007
O -2.368 6.917 17.436 -0.001 -0.008 0.005
O 3.907 7.518 12.654 0.011 -0.009 0.023
O -1.101 -1.438 20.663 -0.009 0.004 -0.009
O -5.141 2.819 16.254 0.005 -0.002 0.006
O -9.534 2.499 23.353 -0.001 0.025 0.017
O -10.948 2.707 19.355 0.003 -0.001 -0.007
O -6.087 1.687 21.058 0.002 -0.008 0.012
O -2.926 2.944 14.784 0.005 0.01 0.024
O -2.112 -0.396 23.371 0.004 -0.045 0.022
O -2.364 9.418 12.188 0.006 -0.001 0.015
O 3.112 4.991 19.3 -0.007 0.004 -0.001
O 5.692 -4.941 12.263 -0.007 -0.007 0.024
O 1.693 7.567 16.949 0.002 0.003 0.01
O -0.066 -3.222 22.191 0.003 0.001 0
O -0.67 4.128 14.322 0.001 0 0.018
O -3.125 4.897 19.024 -0.02 0.004 0.004
O -8.171 -6.468 23.201 -0.003 -0.003 -0.007
O 1.316 5.605 15.171 -0.001 -0.007 0.012
O -3.992 1.973 19.425 -0.001 0.01 0.004
O 1.511 1.227 24.217 0.006 -0.006 0.018
O 4.354 -1.028 14.755 -0.005 0 0.012
O 1.469 3.767 23.329 -0.001 -0.021 0.013
O -10.387 -5.168 23.384 0.004 0.011 0.005
O -1.997 -4.015 20.536 -0.007 -0.01 -0.007
O 2.263 -2.367 21.196 -0.009 -0.004 0.012
O -4.296 0.729 14.79 -0.005 -0.019 0.004
O -1.924 2.339 23.547 0.002 0.026 0.007
O -2.499 -6.09 16.466 -0.012 -0.001 0
O -9.714 7.493 18.797 0 0.009 -0.002
O -3.781 8.831 14.318 0 -0.007 0.011
O -5.904 -5.181 23.536 -0.005 0.017 0.007
O -6.163 -2.592 24.14 0 -0.022 0.011
O -2.873 -4.301 23.012 0.011 0.003 0.022
O -11.365 1.557 21.732 0.009 0.002 0.002
O 1.304 6.455 23.439 -0.004 0.025 0.015
O -6.452 -6.24 21.205 0 -0.005 0.003
O -8.75 -3.344 18.008 0.002 0.002 0.001
O -10.109 -0.108 23.393 -0.001 -0.019 0.01
O -6.149 2.525 23.525 0.002 0.021 0.015
O -2.956 -6.409 21.323 -0.007 0.018 -0.027
O -2.915 5.554 14.437 -0.008 0.002 0.001
O -2.322 7.438 23.26 0.002 -0.01 0.027
O -6.747 7.6 17.373 0.003 -0.003 0.008
O 3.574 1.477 15.267 0.009 -0.008 0.013
O 1.432 -1.326 23.435 0 0.011 0.001
O 2.999 -3.523 18.936 -0.006 0.004 -0.006
O 5.388 -4.37 15.916 -0.005 0 0.01
O 2.373 -5.797 12.284 -0.011 0.008 0.002
O -8.58 -1.548 19.961 -0.003 0.005 -0.01
O -9.996 5.055 24.147 0 0.021 0.007
O 2.34 -1.116 13.014 -0.002 0.009 0.021
O 3.239 -3.334 14.507 0 0.01 0.017
O -7.809 5.743 19.077 0.004 0.001 -0.007
O 0.002 -5.76 11.136 0.003 0.002 0.022
O 3.12 5.322 21.939 -0.008 -0.009 0.004
O -5.618 -4.725 9.905 -0.002 0.005 0.002
O -1.189 2.453 11.553 -0.003 0.013 0.019
O -6.483 -2.046 18.356 -0.001 -0.002 -0.004
O -6.113 5.099 24.189 -0.001 0.006 0.017
O -0.603 5.371 18.832 -0.005 -0.003 -0.006
O 9.658 -3.184 13.817 -0.006 -0.001 0.02
O -11.072 -5.767 18.853 0.009 -0.006 0.001
O -3.699 7.1 12.377 -0.002 -0.001 0.024
O -2.11 -4.825 9.857 0.003 0.013 -0.01
O -2.193 4.97 24.188 0.005 0.003 0.011
O -11.843 7.474 20.343 -0.001 0.01 -0.017
O 7.64 -3.227 15.468 0.005 0 0.01
O 7.865 -5.236 13.755 -0.009 -0.011 0.014
O 2.076 -3.931 23.441 -0.005 -0.021 0.009
O -5.106 -2.004 16.137 -0.001 0 0.01
O 3.9 9.544 14.427 -0.004 -0.004 0.019
O 2.32 1.249 19.837 -0.002 0.002 -0.01
O -4.578 -4.401 20.817 0.008 -0.006 -0.014
O -2.197 4.942 11.959 0.016 -0.024 0.002
O -2.99 1.471 16.99 0.011 0.001 0.008
O -10.746 0.067 19.605 0.001 -0.001 -0.005
O -10.077 5.534 20.528 0 -0.002 -0.005
O -10.13 -2.633 24.2 -0.004 -0.005 0.015
O 2.962 -4.873 16.677 0.003 0.001 0.01
O -7.814 -5.531 16.872 0.004 0.001 0.008
O 9.626 2.333 12.19 -0.008 0.002 0.023
O -0.092 0.588 19.132 -0.004 0.002 -0.013
O -5.303 6.266 19.079 0.011 -0.012 0.006
O -3.752 6.466 21.193 0.002 0.005 -0.02
O 1.384 2.924 15.413 0 0.004 0.013
O -4.942 4.112 20.718 0.006 0.006 -0.014
O 9.485 4.229 10.322 -0.022 0.002 -0.016
O -5.963 7.611 23.316 -0.005 -0.015 0.006
O -3.677 3.011 10.872 0.024 -0.005 0.005
O -4.026 1.194 22.545 0.001 -0.003 -0.015
O -7.137 -3.807 20.182 0.009 -0.01 -0.009
O 7.781 0.521 12.28 0.006 0 0.029
O 1.606 -6.48 24.228 0.003 0.001 0
O -2.492 0.423 12.843 0.021 0.011 0.013
O -3.703 -4.078 15.216 -0.001 -0.005 0.018
O 0.052 0.148 12.245 -0.002 0.009 0.023
O -1.66 1.068 21.237 -0.012 0.006 -0.005
O 1.58 3.998 12.982 0.016 -0.014 0.009
O 1.879 -1.157 18.773 0.002 -0.006 -0.005
O -2.582 -0.187 19.013 0.004 -0.009 -0.012
O -9.533 0.66 16.041 -0.011 0.001 0.008
O 1.773 7.992 14.25 0.012 0.007 0.007
O -4.971 0 17.931 0.004 0.004 0.001
O 7.934 9.533 11.205 0.013 -0.008 0.012
O 1.804 -5.899 18.789 0.005 0.002 -0.005
O 5.701 5.541 12.338 -0.004 -0.009 0.034
O 5.39 0.896 13.37 0.018 0.003 -0.005
O -8.424 0.705 18.529 -0.004 -0.002 0.008
O -4.756 4.706 12.647 -0.005 0.007 0.026
O -7.711 2.447 16.622 -0.005 -0.006 0.011
O 3.284 3.368 17.133 -0.001 -0.003 0.004
O -6.304 2.987 18.73 0.001 -0.001 0.008
O -0.547 7.596 15.557 -0.002 0.002 0.02
O 7.213 -2.863 12.751 -0.015 0.005 0.017
O 3.97 3.553 12.014 -0.003 -0.007 0.022
O -10.331 7.582 23.315 0.002 -0.017 0.007
O 2.314 1.506 12.217 0.001 -0.012 0.028
O -6.237 -0.094 23.2 0.006 -0.015 0.009
O -0.498 8.698 17.969 0.004 -0.003 0
O -7.095 -0.212 16.438 -0.001 -0.001 0.015
O -5.016 9.421 12.099 -0.017 0 0.013
O -5.235 -5.938 16.316 0.019 0 0
O -3.579 -1.729 13.999 0.001 0.015 0.022
O 0.547 5.171 21.248 0.006 -0.006 0.002
O 2.037 8.558 9.915 -0.001 -0.025 -0.009
O 6.518 2.917 12.156 -0.008 0.011 0.021
O 0.396 -3.268 19.546 -0.007 -0.002 -0.002
O 6.491 8.04 12.844 -0.003 -0.009 0.023

Results
free energy: -270674.384 eV
free energy less fixed offsets of O -568.88, Si -635.61 eV per atom: -11.184 eV

The program warned: the cutoff lies below the one the program advises for these potential files; the forces do not sum to zero within the program's tolerance; the exchange-correlation potential is rough where the density is thin.
